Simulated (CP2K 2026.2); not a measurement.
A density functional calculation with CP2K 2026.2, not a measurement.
Periodic cell of 518 atoms, Si360O158, from a study of silicon, its oxide and their interface. The atomic structure is a simulated model.
Doubt: the forces sum to 1.68 eV/angstrom along one axis rather than to zero, so they err by at least 0.0033 eV/angstrom per atom on average; the grid cutoff is modest.

Settings: functional PBE; method Gaussian and plane waves; basis set DZVP-MOLOPT-SR-GTH; pseudopotentials GTH-PBE; grid cutoff 300 Ry, relative cutoff 40 Ry; k points Gamma only; occupations fixed; spin none; net charge 0.

Cell vectors (angstrom)
a	16.32	0	0
b	0	16.32	0
c	6.0579	-2.0821	35.0755

Atoms and the computed forces on them: element, x, y, z (angstrom), force x, y, z (eV/angstrom)
Si	-1.912	-0.993	0.357	-0.077	0.162	0.549
Si	1.215	1.49	0.108	0.086	-0.119	0.744
Si	-0.961	3.738	-0.141	-0.236	0.134	0.698
Si	1.835	6.358	-0.038	0.18	-0.13	0.62
Si	-5.597	-6.544	-2.062	0.102	0.036	0.094
Si	0.081	-5.326	-0.447	-0.203	-0.09	0.556
Si	-10.708	-0.344	-0.596	-0.222	-0.152	0.525
Si	-8.917	2.101	-1.243	0.124	-0.037	-0.02
Si	3.46	4.548	-0.035	0.002	0.173	0.607
Si	6.271	7.295	-0.084	-0.017	0.004	0.004
Si	4.592	9.058	0.141	0.195	-0.21	0.563
Si	-9.069	-4.419	0.267	0.058	-0.011	-0.041
Si	-6.369	-1.666	0.385	0.175	-0.361	0.403
Si	-3.554	0.726	0.418	0.059	-0.033	0.038
Si	-5.251	5.924	-0.946	-0.174	-0.345	0.711
Si	-3.194	-7.977	-0.734	0.323	0.156	0.542
Si	-7.405	-6.157	0.302	-0.152	0.139	0.637
Si	-4.706	-3.469	0.143	-0.054	0.073	0.035
Si	-0.033	-0.02	1.401	0.027	-0.003	-0.052
Si	2.696	2.781	1.369	0.011	-0.005	-0.029
Si	0.054	5.417	1.215	-0.004	0.017	-0.039
Si	2.763	8.095	1.291	-0.027	-0.009	-0.076
Si	-0.499	-5.92	1.665	-0.061	0	-0.054
Si	3.236	-2.265	1.508	0.056	0.134	0.514
Si	4.917	-0.563	1.591	0.011	-0.037	-0.034
Si	-7.607	3.247	1.373	0.169	0.229	0.56
Si	5.338	5.491	1.151	-0.005	-0.021	-0.078
Si	-8.312	8.223	1.289	-0.008	0.002	-0.082
Si	5.494	10.837	1.409	0.005	0.044	-0.073
Si	-8.097	-2.736	1.583	0.013	-0.013	-0.064
Si	-5.331	-0.064	1.684	0.008	0.01	-0.001
Si	-2.595	2.675	1.288	0.003	0.017	-0.015
Si	-5.862	5.005	1.231	-0.023	0.02	-0.129
Si	-2.27	8.73	1.417	0.005	0.018	-0.049
Si	-5.556	-5.256	1.46	-0.003	-0.016	-0.077
Si	-2.907	-2.724	1.52	-0.037	-0.042	-0.026
Si	-1.294	1.401	2.808	-0.033	-0.015	-0.076
Si	1.323	4.099	2.752	0.007	-0.006	-0.048
Si	-1.328	6.841	2.553	-0.005	0.035	-0.01
Si	1.362	9.413	2.699	0.008	0.024	0.031
Si	-1.478	-4.108	2.785	0.038	0.017	0.032
Si	1.384	-1.365	2.694	0.019	0.009	0.023
Si	4.051	1.352	2.674	-0.005	-0.033	0.002
Si	6.818	4.16	2.515	0.014	-0.016	0.003
Si	4.071	6.76	2.724	0.028	-0.03	-0.033
Si	6.785	9.504	2.845	-0.001	-0.008	-0.025
Si	4.12	12.231	2.711	-0.026	0.013	0.037
Si	-9.567	-1.398	2.802	0.011	0.049	0.03
Si	-6.758	1.46	2.723	-0.079	0.033	0.033
Si	-4.085	4.051	2.541	-0.038	0.04	0.009
Si	-6.85	6.793	2.518	0.057	-0.051	0.035
Si	-4.08	-6.68	2.669	0.02	-0.014	0.007
Si	-6.79	-4.031	3.006	0.017	0.027	-0.019
Si	-4.061	-1.407	3.071	0.012	-0.014	-0.066
Si	-2.644	0.042	4.199	0	0.033	-0.007
Si	0.019	2.751	4.158	0.025	0.022	0.006
Si	-2.742	5.474	3.898	0.005	0.005	-0.001
Si	0.03	8.063	4.076	-0.016	-0.005	0.002
Si	-2.809	-5.41	4.19	0.004	0	0
Si	0.005	-2.743	4.037	-0.011	-0.006	-0.011
Si	2.668	0.052	4.1	0.049	-0.044	-0.04
Si	5.495	2.735	3.935	0.047	-0.013	-0.005
Si	2.715	5.429	4.09	-0.027	0.008	0.036
Si	5.4	8.13	4.116	-0.011	-0.021	0.011
Si	2.696	10.866	4.017	-0.04	0.024	-0.009
Si	5.467	-2.798	4.174	-0.018	0.022	-0.01
Si	-8.183	0.067	4.04	-0.001	0.022	0.008
Si	-5.364	2.751	4.081	0.026	0.009	-0.003
Si	-8.204	5.505	3.987	0.03	-0.025	-0.011
Si	-5.448	8.15	3.915	-0.002	-0.002	-0.006
Si	-8.172	-5.472	4.208	-0.017	0.023	0.007
Si	-5.453	-2.716	4.36	-0.005	-0.018	0.048
Si	-1.294	-1.371	5.478	0.006	-0.005	0.005
Si	1.362	1.382	5.509	-0.009	-0.004	0.03
Si	-1.407	4.14	5.382	-0.02	-0.002	0.021
Si	1.364	6.762	5.477	0.029	-0.022	0.027
Si	-1.357	9.489	5.402	-0.019	-0.009	-0.05
Si	1.349	12.218	5.407	0.007	-0.004	0.015
Si	4.062	-1.354	5.419	0	0.011	-0.027
Si	6.791	1.41	5.401	0.005	-0.015	0.017
Si	4.115	4.048	5.372	0.01	-0.004	0.014
Si	-9.528	6.792	5.444	0.013	0	0.021
Si	4.04	9.519	5.427	-0.013	-0.005	0.012
Si	-9.525	12.202	5.556	0	-0.002	0.032
Si	-6.865	-1.276	5.505	0	-0.015	0.007
Si	-4.058	1.395	5.49	-0.014	-0.007	0.019
Si	-6.807	4.128	5.354	-0.015	0.014	-0.03
Si	-4.088	6.809	5.319	0.006	0.007	0.008
Si	-6.764	-6.868	5.429	0.021	0.021	0.002
Si	-4.086	-4.098	5.624	-0.017	0.025	0.046
Si	0.021	0.001	6.851	-0.015	-0.01	0.007
Si	2.762	2.734	6.804	0.017	-0.005	0
Si	-0.026	5.427	6.799	-0.003	-0.005	-0.003
Si	2.706	8.158	6.806	-0.004	0.009	0.005
Si	-0.009	10.86	6.775	0.019	0.022	0.019
Si	2.705	-2.724	6.778	-0.012	-0.003	-0.01
Si	5.43	0.022	6.764	0.031	0.011	0.001
Si	-8.149	2.759	6.751	-0.008	-0.018	0.006
Si	-10.881	5.414	6.778	-0.018	-0.012	-0.002
Si	-8.152	8.135	6.799	0.002	0.021	0.009
Si	-10.92	10.842	6.839	0.003	-0.015	0.001
Si	8.14	-2.694	6.851	0.005	0.014	0.013
Si	-5.447	0.046	6.831	-0.012	-0.012	0.014
Si	-2.711	2.774	6.806	0.009	0.01	-0.001
Si	-5.445	5.469	6.73	0.008	0.01	0.008
Si	-2.732	8.139	6.749	-0.02	-0.018	0.003
Si	-5.465	-5.502	6.863	0.006	-0.006	0.008
Si	-2.68	-2.702	6.861	0	0.007	0.006
Si	-1.383	1.369	13.575	0.005	-0.009	-0.007
Si	1.332	4.115	13.57	-0.006	-0.002	-0.023
Si	-1.36	6.788	13.635	-0.001	-0.003	-0.001
Si	1.368	9.508	13.61	0.014	0.006	0.002
Si	-1.372	-4.091	13.597	-0.007	0.009	-0.003
Si	1.36	-1.367	13.588	0.002	-0.004	-0.011
Si	4.089	1.341	13.574	-0.014	0.019	-0.018
Si	-9.494	4.093	13.615	-0.029	-0.01	0
Si	4.097	6.821	13.599	0.005	-0.027	-0.008
Si	-9.507	9.526	13.589	0.012	0.009	-0.011
Si	4.084	-4.087	13.593	-0.004	-0.007	0.003
Si	6.805	-1.359	13.62	0	-0.01	0.007
Si	-6.8	1.371	13.63	0.006	-0.003	0.004
Si	-4.077	4.088	13.623	-0.011	-0.001	0.01
Si	-6.793	6.805	13.599	0.011	0.006	-0.003
Si	-4.072	9.507	13.591	0.011	-0.013	-0.004
Si	-6.82	-4.076	13.584	-0.02	0.023	-0.003
Si	-4.11	-1.365	13.578	0.004	0.003	-0.012
Si	-2.767	0.016	14.92	-0.004	-0.011	0.004
Si	-0.05	2.769	14.916	-0.016	-0.007	0.002
Si	-2.72	5.425	15.013	0.036	0.009	0.001
Si	0.018	8.149	14.984	-0.009	-0.007	-0.001
Si	-2.736	-5.45	14.961	-0.003	0.007	-0.01
Si	0.001	-2.733	14.937	0.013	-0.002	0.002
Si	2.736	-0.018	14.939	0.005	-0.043	-0.01
Si	5.46	2.689	14.919	0.037	-0.019	-0.019
Si	2.691	5.479	14.923	-0.012	0.036	0.004
Si	5.473	8.177	14.966	0.01	0.014	0.002
Si	2.747	10.86	14.959	0.002	0.007	-0.003
Si	5.425	-2.724	14.965	-0.003	0.026	-0.004
Si	-8.158	0.005	14.992	-0.02	-0.007	0.016
Si	-5.443	2.746	14.993	0.006	-0.007	-0.002
Si	-8.13	5.46	14.986	0.016	0.01	0.006
Si	-5.435	8.164	14.956	-0.007	-0.006	-0.011
Si	-8.146	-5.448	14.964	0.001	-0.015	-0.009
Si	-5.456	-2.738	14.949	-0.003	0.009	-0.011
Si	-1.464	-1.423	16.225	0.008	0.004	0.007
Si	1.325	1.379	16.174	-0.018	0.003	-0.029
Si	-1.361	4.069	16.407	-0.027	-0.026	-0.012
Si	1.363	6.797	16.381	0.007	0.024	-0.014
Si	-1.326	-6.769	16.307	0.008	-0.005	-0.007
Si	1.426	-4.051	16.288	0.004	-0.004	-0.015
Si	4.092	-1.353	16.361	-0.014	0	-0.003
Si	-9.551	1.345	16.358	0.013	-0.004	-0.025
Si	4.094	4.098	16.17	-0.006	-0.013	-0.007
Si	-9.407	6.905	16.335	0.006	-0.007	-0.009
Si	4.067	9.469	16.342	0.005	-0.014	-0.02
Si	-9.567	-4.131	16.293	-0.01	0.018	0.03
Si	-6.756	-1.346	16.325	0.001	0.012	0.01
Si	-4.042	1.42	16.335	0.017	0.004	-0.017
Si	-6.825	4.07	16.38	-0.02	0.006	-0.004
Si	-4.124	6.784	16.327	-0.005	0.014	0.03
Si	-6.723	9.564	16.338	0.03	0.04	-0.019
Si	-4.175	-4.167	16.321	-0.035	-0.032	-0.021
Si	-0.104	0.02	17.43	0.022	0.009	0.004
Si	2.727	2.726	17.475	0.009	-0.022	0.051
Si	0.018	5.429	17.76	0.02	-0.012	0.005
Si	2.726	8.142	17.773	0.025	0.01	0.008
Si	0.091	-5.398	17.631	-0.019	-0.019	-0.006
Si	2.746	-2.719	17.731	-0.011	-0.042	-0.004
Si	5.451	-0.023	17.769	0.006	-0.006	-0.008
Si	-8.225	2.709	17.734	0.034	0.042	-0.008
Si	5.47	5.476	17.464	-0.014	-0.018	0.011
Si	-8.004	8.272	17.76	-0.01	-0.014	0.034
Si	5.408	10.819	17.701	0.009	0.042	0.06
Si	-8.158	-2.776	17.566	-0.013	-0.007	0.005
Si	-5.388	0.076	17.677	-0.032	-0.019	0.029
Si	-2.727	2.731	17.825	-0.027	-0.054	0.015
Si	-5.474	5.437	17.75	0.033	0.008	0.015
Si	-2.735	-8.136	17.597	-0.006	-0.001	0.023
Si	-5.434	-5.486	17.871	0.003	-0.032	-0.006
Si	-2.821	-2.817	17.596	0.057	0.051	0.031
Si	-1.317	1.247	19.037	-0.007	0.023	0.083
Si	1.467	4.009	18.981	-0.009	-0.008	0.082
Si	-1.43	6.835	18.984	-0.007	-0.038	-0.017
Si	1.374	-6.745	19.103	0.002	0.004	0.006
Si	-1.373	-4.107	18.93	-0.009	-0.02	0.013
Si	1.201	-1.295	18.802	0.017	-0.008	-0.025
Si	2.138	0.441	20.05	0.006	-0.014	0.03
Si	-9.613	4.184	18.95	0.005	0.014	0.032
Si	4.18	6.701	18.964	0.001	0.002	0.061
Si	-9.451	9.584	19.114	-0.016	0.025	-0.008
Si	4.103	-4.12	19.121	-0.064	0.031	0.019
Si	6.886	-1.46	19.012	-0.005	0.101	0.005
Si	-6.839	1.356	19.075	-0.033	0.018	0.01
Si	-4.127	4.124	19.188	0.025	-0.02	0.038
Si	-6.687	6.873	19.198	0.029	-0.013	0.016
Si	-3.953	-6.878	19.194	0.013	0.01	0.071
Si	-6.931	-4.087	19.1	-0.029	-0.023	0.034
Si	-4.078	-1.396	18.989	0.006	0.004	0.021
Si	-2.27	-0.573	20.277	0.179	-0.148	-0.421
Si	0.533	2.203	20.17	0.064	-0.18	-0.556
Si	-3.025	5.834	20.422	0.002	0.027	-0.032
Si	-0.429	8.558	20.207	-0.224	0.269	-0.562
Si	-2.061	-5.925	20.3	0.071	-0.198	-0.674
Si	-0.506	-2.268	20.1	-0.02	0.002	-0.005
Si	3.984	1.407	18.951	-0.016	-0.011	0.027
Si	4.916	3.206	20.158	-0.057	0.025	-0.015
Si	3.239	4.942	20.256	0.021	-0.001	0.024
Si	5.961	7.694	20.169	0.145	-0.191	-0.582
Si	2.652	-5.348	20.558	0.021	-0.057	-0.674
Si	5.94	-3.198	20.28	-0.001	-0.016	0.021
Si	-7.63	-0.549	20.236	0.098	-0.174	-0.585
Si	-5.571	2.749	20.502	-0.081	0.201	-0.648
Si	-7.762	4.058	22.353	0.014	0.071	-0.048
Si	-4.735	-8.703	20.533	0.042	-0.197	-0.694
Si	-8.713	-4.912	20.532	-0.058	0.099	-0.519
Si	-5.908	-2.29	20.18	-0.203	0.285	-0.632
Si	1.237	4.851	-4.674	-0.02	-0.052	0.014
Si	-4.724	2.424	24.767	0.015	0.076	-0.052
Si	4.857	4.53	24.295	-0.036	0.015	-0.127
Si	2.787	5.957	22.336	0.145	-0.388	-0.543
Si	3.081	0.444	-2.27	0.016	0.018	0.139
Si	-8.655	4.909	25.183	-0.058	-0.063	-0.158
Si	5.202	-1.733	-7.938	0.168	0.02	0.021
Si	5.212	-2.292	22.285	0.263	-0.222	-0.464
Si	-10.303	-6.819	-7.458	0.037	0.097	-0.049
Si	-4.156	-2.251	-7.346	0.12	0.091	0.029
Si	2.572	-0.66	22.017	-0.275	0.273	-0.6
Si	-4.176	3.84	-3.046	0.03	-0.026	0.002
Si	1.009	4.613	-7.87	-0.092	0.042	-0.016
Si	4.79	-6.808	25.301	0.071	0.104	-0.035
Si	-9.17	-0.064	22.901	0.026	-0.07	-0.008
Si	-5.678	-3.104	23.213	-0.011	0.046	-0.023
Si	-1.324	-5.009	23.197	-0.086	0.053	-0.165
Si	-3.963	-5.304	24.631	-0.08	-0.058	-0.039
Si	3.505	3.41	-3.089	-0.101	0.11	0.167
Si	5.137	-3.835	24.715	0.001	-0.051	-0.098
Si	3.272	-2.198	26.227	0.021	-0.015	0.09
Si	-1	3.127	22.623	-0.005	0.493	-0.037
Si	0.673	-3.119	21.883	-0.31	0.213	-0.503
Si	-3.302	5.194	24.304	0.251	0.053	-0.505
Si	1.979	-3.028	-1.212	0.048	0.003	0.042
Si	-3.092	0.711	26.511	0.015	0.022	-0.079
Si	-9.949	3.989	-3.414	0.178	0.004	-0.048
Si	4.104	-7.603	22.309	0.013	0.009	-0.134
Si	4.032	2.507	26.394	0.016	-0.012	-0.046
Si	-1.524	-4.324	-2.647	0.137	-0.137	0.075
Si	1.507	7.419	-3.084	-0.026	-0.075	0.263
Si	-0.014	-7.203	24.797	-0.018	-0.03	-0.018
Si	-4.768	8.019	23.728	0.038	0.029	-0.147
Si	4.687	-5.251	-5.217	0.039	0.149	-0.009
Si	-7.93	-4.921	-7.715	0.128	-0.078	0.146
Si	-6.861	0.142	-2.224	-0.031	-0.136	0.304
Si	-9.795	7.063	-2.493	-0.176	-0.098	0.673
Si	-8.298	-4.58	23.703	-0.012	-0.094	-0.194
Si	-3.984	1.179	-1.765	0.093	-0.229	0.648
Si	-0.283	1.763	25.427	-0.016	0.037	-0.032
Si	-4.516	-3.818	-2.193	-0.01	0.021	0.732
Si	2.287	-7.182	26.772	-0.168	0.012	-0.027
Si	-3.2	0.169	-5.97	-0.078	-0.018	-0.02
Si	-1.324	3.829	-3.201	-0.003	-0.075	0.135
Si	-8.61	1.954	-5.539	-0.265	-0.518	0.083
Si	-6.779	-2.387	-3.433	0.004	-0.009	0.063
Si	-0.079	6.799	22.824	-0.465	-0.365	-0.035
Si	-7.365	0.978	25.333	0.082	0.067	-0.175
Si	-8.503	-6.498	26.027	-0.046	0.119	-0.119
Si	-3.461	1.255	22.22	0.048	-0.147	0.085
Si	2.403	0.343	24.754	-0.017	0.11	0.081
Si	4.16	-7.242	-2.894	0.132	-0.088	0.067
Si	-9.139	-0.486	-5.727	-0.079	0.578	0.18
Si	-0.783	-7.154	-2.52	-0.029	0.144	0.14
Si	-10.375	2.527	22.111	-0.339	0.215	-0.485
Si	-4.717	4.61	-7.248	-0.074	-0.027	-0.121
Si	-0.507	-1.707	-2.19	-0.17	-0.073	0.03
Si	-8.027	7.569	-7.977	0.093	-0.018	-0.049
Si	-9.259	-3.002	-1.589	0.109	-0.367	0.44
Si	-1.848	5.287	22.477	-0.047	0.02	-0.003
Si	-6.266	6.742	-5.804	-0.084	0.068	-0.084
Si	-6.9	7.402	-2.972	0.026	-0.014	0.057
Si	2.802	-2.004	-3.914	-0.03	-0.045	0.084
Si	-10.566	-2.71	-4.181	0.193	0.01	-0.02
Si	-1.543	0.719	-3.542	-0.048	0.077	0.145
Si	2.767	-3.259	-6.511	-0.017	0.011	-0.014
Si	-5.226	-1.279	25.456	0.115	0.064	0.05
Si	-8.625	5.961	20.209	-0.152	0.143	-0.582
Si	-6.759	7.367	25.749	0.01	-0.017	-0.088
Si	-5.961	-6.935	-7.088	-0.008	0.007	0.012
Si	-5.436	2.275	-5.407	0.066	0.04	-0.077
Si	-7.089	-2.418	-6.408	0.039	0.065	0.058
Si	-1.363	1.384	8.164	-0.011	-0.003	-0.006
Si	1.363	4.08	8.15	-0.016	-0.006	-0.01
Si	-1.375	6.801	8.143	-0.002	0	0.008
Si	1.35	9.52	8.155	-0.012	-0.003	0.009
Si	-1.338	-4.097	8.18	0.015	0.002	0.002
Si	1.376	-1.372	8.184	0.016	0.006	0.015
Si	4.096	1.364	8.166	-0.001	-0.016	0.011
Si	-9.513	4.08	8.149	0.02	-0.001	0.005
Si	4.082	6.788	8.143	0.001	0.012	-0.009
Si	-9.519	9.496	8.164	0	0	-0.003
Si	4.053	-4.081	8.16	-0.006	0.014	0.003
Si	6.77	-1.329	8.168	-0.026	0.003	0.011
Si	-6.814	1.406	8.157	0	0.019	0.006
Si	-4.1	4.117	8.134	0.001	-0.005	0.004
Si	-6.789	6.79	8.153	0.009	-0.003	0.01
Si	-4.067	-6.842	8.173	-0.001	0.001	0.006
Si	-6.811	-4.083	8.18	-0.001	-0.014	-0.004
Si	-4.081	-1.337	8.175	0.005	0	-0.001
Si	-2.726	0.026	9.53	-0.012	0.013	0.004
Si	0.007	2.726	9.522	0.025	-0.021	0.006
Si	-2.733	5.45	9.506	-0.013	0.006	-0.002
Si	-0.01	8.16	9.506	-0.006	0.026	0
Si	-2.716	-5.458	9.524	0.008	-0.009	0.003
Si	0.011	-2.73	9.539	-0.004	-0.007	0.001
Si	2.734	0.002	9.528	0.012	-0.008	0.008
Si	-10.865	2.723	9.525	-0.003	-0.009	-0.004
Si	2.716	5.445	9.516	-0.009	0.008	-0.004
Si	-10.877	8.138	9.518	0.013	-0.018	0.001
Si	2.705	-5.441	9.523	-0.013	0.007	-0.006
Si	5.419	-2.714	9.511	-0.002	0.008	-0.006
Si	-8.17	0.028	9.51	0.012	-0.005	-0.01
Si	-5.446	2.753	9.511	-0.016	-0.003	0.002
Si	-8.152	5.435	9.515	-0.002	-0.007	0.008
Si	-5.436	8.14	9.531	0.013	-0.002	0.007
Si	-8.174	-5.444	9.527	-0.017	0.023	0.003
Si	-5.437	-2.719	9.524	0.015	-0.006	0.006
Si	-1.36	-1.351	10.876	0	-0.008	-0.009
Si	1.364	1.365	10.88	-0.011	-0.008	0
Si	-1.373	4.089	10.864	-0.005	0.002	-0.008
Si	1.359	6.814	10.871	-0.008	-0.008	-0.004
Si	-1.358	9.504	10.887	0.014	-0.008	0.005
Si	1.354	-4.096	10.899	0.008	0.016	0.008
Si	4.08	-1.367	10.889	0.002	-0.008	0.004
Si	-9.508	1.374	10.896	-0.01	-0.007	0.009
Si	-12.239	4.083	10.879	0	-0.004	-0.004
Si	-9.517	6.787	10.881	0.005	0.012	-0.004
Si	-12.234	9.521	10.866	0.004	0.008	-0.004
Si	6.788	-4.07	10.868	-0.003	0	-0.006
Si	-6.815	-1.348	10.864	-0.019	0.011	-0.005
Si	-4.103	1.378	10.877	0.005	0	0.002
Si	-6.791	4.093	10.89	0.009	-0.011	0.006
Si	-4.073	6.793	10.892	0.002	-0.006	0.006
Si	-6.799	9.515	10.877	0	0.008	-0.002
Si	-4.077	-4.085	10.878	-0.005	0.006	0.01
Si	0.002	0.008	12.237	0.02	0.01	-0.004
Si	2.716	2.727	12.244	-0.001	-0.014	0.002
Si	-0.021	5.463	12.217	0.002	-0.002	-0.002
Si	2.732	8.17	12.232	0.003	0.021	0.001
Si	-0.007	10.86	12.253	-0.02	-0.013	-0.002
Si	2.716	-2.733	12.24	-0.009	-0.01	0.005
Si	5.455	-0.011	12.234	-0.001	-0.009	0.002
Si	-8.142	2.734	12.255	0.021	0.013	-0.001
Si	-10.875	5.434	12.25	-0.004	-0.01	-0.003
Si	-8.159	8.152	12.235	-0.028	-0.023	-0.001
Si	-10.872	10.885	12.229	0.015	0.031	0
Si	8.147	-2.71	12.228	-0.007	0	-0.009
Si	-5.467	0.01	12.235	-0.016	-0.021	-0.007
Si	-2.74	2.734	12.229	-0.009	-0.012	0.005
Si	-5.428	5.446	12.254	0.009	0.015	-0.005
Si	-2.71	8.143	12.252	-0.003	0.003	-0.007
Si	-5.441	-5.443	12.241	0	0.001	0.021
Si	-2.719	-2.716	12.234	0.022	0.02	0.008
O	3.063	-2.562	-0.113	0.31	0.329	-0.122
O	-9.978	1.109	-0.558	-0.213	0.448	0.263
O	-7.918	2.734	-0.155	0.228	0.015	-0.487
O	-4.334	-6.86	-1.082	-0.051	0.427	0.202
O	-3.978	6.915	-0.666	0.041	-0.123	0.311
O	-4.649	1.591	21.189	-0.186	-0.467	-0.148
O	1.672	-4.334	21.405	0.169	-0.22	0.263
O	-2.163	-5.404	21.861	-0.338	0.194	0.309
O	3.805	5.45	23.494	0.003	0.106	0.206
O	-3.053	-3.931	-2.854	-0.029	0.242	-0.448
O	4.531	-3.398	23.274	-0.362	-0.077	-0.043
O	-4.016	2.017	26.176	0.059	0.206	0.547
O	-6.278	7.779	24.259	-0.435	0.2	-0.42
O	-0.003	7.933	21.665	0.253	0.259	0.197
O	-8.242	5.479	21.74	0.052	0.38	0.377
O	2.694	-1.197	25.12	-0.076	-0.374	-0.278
O	-6.974	-6.471	-1.242	-0.44	0	-0.214
O	-7.531	-7.716	26.412	0.202	-0.028	0.27
O	-8.445	7.87	-2.912	-0.162	0.599	-0.011
O	3.52	4.103	-1.623	0.112	-0.109	-0.013
O	-5.041	3.119	-6.725	-0.288	-0.253	-0.446
O	-7.476	6.504	-6.877	-0.218	-0.524	-0.055
O	-7.041	-0.793	-3.517	-0.211	0.338	-0.71
O	-9.606	-3.995	24.448	0.181	0.264	0.151
O	5.257	7.887	-3.116	0.01	-0.07	-0.059
O	4.356	-1.949	-4.295	-0.096	0.629	-0.306
O	-9.646	-1.501	-1.036	0.348	0.257	0.14
O	-6.99	1.859	-5.441	-0.126	-0.182	0.371
O	-0.657	-3.035	-3.136	0.258	0.049	-0.661
O	3.537	-6.261	21.598	0.449	0.003	0.305
O	-7.999	-0.247	21.806	0.257	0.132	0.168
O	4.444	-7.378	23.848	0.159	-0.352	0.105
O	-10.19	-0.945	-6.88	0.027	0.153	-0.228
O	-2.788	0.686	-7.448	0.202	0.602	0.024
O	1.554	-1.87	22.45	-0.326	-0.092	0.451
O	2.058	-2.427	-5.295	-0.509	0.29	-0.201
O	-4.882	-4.441	23.624	-0.054	-0.253	-0.229
O	-1.173	-5.771	-3.315	-0.134	-0.034	-0.544
O	-6.72	6.467	-4.279	-0.135	-0.484	-0.003
O	-0.066	7.606	24.23	-0.196	0.043	0.325
O	-0.248	4.614	-4.091	-0.326	0.032	-0.453
O	-8.534	-5.148	22.181	0.198	-0.141	0.115
O	-3.134	4.772	-7.523	0.219	0.259	0.492
O	-6.84	-3.002	-4.916	0.083	-0.321	-0.029
O	-4.069	1.367	23.706	0.001	-0.341	0.159
O	4.385	-0.302	-1.66	-0.024	-0.135	-0.349
O	1.427	-4.47	-0.735	0.243	-0.424	-0.171
O	0.79	-1.924	-1.245	0.01	0.402	0.686
O	-8.441	0.54	24.205	0.106	0.26	0.343
O	-4.421	3.973	24.333	-0.236	0.289	-0.347
O	-5.842	-7.701	-3.15	0.394	0.04	-0.793
O	-6.9	-0.788	-0.907	-0.108	0.233	-0.092
O	-2.308	2.359	22.041	-0.046	0.127	-0.247
O	-10.567	-4.018	-5.142	0.198	-0.258	-0.338
O	0.137	2.566	-0.489	-0.163	0.001	-0.082
O	-2.916	0.46	-2.737	-0.033	-0.666	0.121
O	-10.346	0.935	22.396	-0.607	-0.234	-0.201
O	-9.717	3.286	-1.972	-0.103	0.239	0.39
O	1.443	-6.871	25.421	0.209	0.356	-0.11
O	-8.797	2.895	21.93	0.28	-0.372	-0.368
O	2.327	-3.511	26.394	-0.317	-0.203	-0.493
O	4.828	3.894	-3.87	-0.148	0.084	-0.45
O	1.694	-3.509	-7.701	-0.564	0.154	0.213
O	-3.915	6.719	24.243	0.387	0.113	-0.028
O	-9.037	2.574	-6.978	-0.097	0.218	0.011
O	1.232	5.814	22.794	-0.24	-0.546	0.441
O	0.081	8.139	-3.4	-0.268	-0.118	-0.417
O	-1.312	4.305	-1.638	-0.089	0.345	-0.159
O	-4.853	8.072	22.111	-0.102	0.256	0.202
O	1.253	4.743	-6.28	0.352	-0.171	0.076
O	2.218	3.773	-3.981	-0.146	-0.361	-0.212
O	-0.428	-0.346	-3.05	0.427	0.064	-0.43
O	-0.398	-3.691	22.977	-0.022	0.171	0.568
O	-7.776	6.131	25.724	-0.222	-0.042	0.281
O	-9.315	-8.072	-7.274	-0.363	-0.393	0.185
O	-1.205	-4.51	-1.055	-0.34	0.317	0.398
O	-5.754	-2.323	-7.283	-0.18	0.154	-0.424
O	-2.812	-0.177	21.81	0.023	-0.388	0.352
O	-10.132	5.38	24.676	-0.14	0.571	0.081
O	4.221	-6.731	-1.364	-0.282	0.562	-0.128
O	2.408	-0.534	-3.373	-0.392	0.364	-0.172
O	-4.534	-6.321	-7.547	0.294	-0.351	0.061
O	-5.459	0.889	-2.319	-0.172	-0.023	-0.574
O	-4.839	5.049	-2.241	0.114	-0.277	-0.349
O	-6.568	6.706	-1.528	-0.584	0.082	0.401
O	0.186	-6.722	-1.282	0.462	-0.413	-0.062
O	-3.812	-0.616	25.894	0.421	-0.421	0.119
O	-8.891	3.896	26.417	0.162	0.176	0.107
O	4.049	-1.279	21.814	0.073	-0.164	-0.673
O	-10.814	2.141	26.959	-0.1	-0.495	-0.031
O	2.991	7.56	22.14	-0.193	0.354	0.073
O	-10.831	-8.125	21.661	0.354	0.143	0.551
O	1.48	6.739	-1.604	-0.31	-0.288	-0.166
O	-6.326	2.147	24.848	-0.073	0.383	0.102
O	0.397	2.756	26.52	-0.007	0.642	-0.02
O	-3.562	-1.418	-6.079	-0.107	-0.476	0.477
O	-9.981	-7.047	25.675	0.024	-0.441	-0.002
O	3.809	-7.547	26.358	0.431	-0.505	0.553
O	-5.199	3.211	-4.11	-0.427	0.396	0.062
O	0.277	2.671	21.733	0.402	0.15	0.148
O	-5.735	-8.043	-5.936	0.358	0.147	0.501
O	2.695	-7.829	-3.202	-0.099	0.336	-0.111
O	-9.643	5.572	-3.175	0.416	-0.118	-0.239
O	-7.826	-3.049	-2.382	0.131	-0.24	0.289
O	-0.302	-6.19	23.587	0.622	-0.223	-0.574
O	-7.824	4.243	23.954	0.261	-0.269	0.113
O	-2.441	4.926	25.667	0.058	-0.439	-0.005
O	-5.325	-5.121	-2.743	-0.252	0.019	-0.418
O	-0.7	2.659	24.147	-0.304	0.078	0.051
O	-7.233	-3.373	23.585	-0.382	0.182	-0.055
O	-9.466	-1.558	-4.507	-0.057	0.128	0.595
O	5.323	-6.45	-6.066	-0.281	-0.299	0.051
O	-1.033	2.233	-3.325	0.402	-0.111	-0.085
O	-10.387	-3.317	-2.699	-0.364	-0.212	0.07
O	-5.083	5.707	-6.133	0.45	0.078	0.237
O	-1.76	-1.568	-1.182	-0.244	-0.055	-0.531
O	4.759	-2.69	25.797	0.294	0.113	0.392
O	-0.732	6.515	26.82	0.218	-0.023	-0.44
O	-4.341	-4.908	26.163	-0.113	-0.352	0.469
O	4.388	-5.923	-3.786	-0.015	0.238	0.215
O	-5.146	-1.74	23.906	0.298	0.387	-0.36
O	4.511	-5.214	25.261	-0.109	0.105	0.169
O	-1.885	0.419	-5.082	0.477	-0.2	-0.238
O	3.48	1.318	25.449	0.409	-0.355	-0.264
O	-5.276	-2.55	-2.849	0.127	0.424	0.02
O	-1.597	0.964	25.933	0.025	-0.125	-0.273
O	-3.651	-3.783	-7.365	0.383	-0.149	0.201
O	-6.974	-5.731	-6.662	0.079	0.107	0.664
O	5.332	3.268	23.407	-0.24	-0.346	0.087
O	-7.84	-5.757	24.728	0.448	-0.158	-0.105
O	-7.692	-0.926	-6.328	0.354	0.443	-0.303
O	-8.038	1.24	-2.286	-0.023	-0.01	-0.529
O	-4.479	0.971	-5.387	-0.151	-0.329	0.017
O	4.001	-2.453	-7.162	0.089	-0.127	-0.136
O	-2.101	-7.91	-1.943	0.019	-0.33	-0.36
O	2.599	0.477	23.163	0.052	0.532	-0.056
O	1.735	6.318	-4.233	0.129	0.265	-0.047
O	-9.39	-5.571	-7.932	-0.147	0.206	-0.385
O	2	0.773	-1.121	-0.3	0.088	-0.139
O	2.576	-3.087	-2.716	0.294	-0.598	-0.165
O	0.862	0.677	25.087	0.02	-0.261	-0.255
O	-2.788	4.217	-3.792	-0.01	0.354	-0.607
O	3.565	1.809	-2.957	0.23	-0.104	-0.572
O	-6.336	3.605	21.702	0.51	0.281	0.198
O	-4.165	-6.897	24.305	0.48	0.062	0.327
O	-1.134	-7	25.93	-0.347	0.324	-0.333
O	-9.088	3.109	-4.474	-0.023	0.005	-0.065
O	3.332	-4.649	-5.877	-0.29	-0.158	-0.332
O	-9.945	-1.477	23.108	-0.109	0.005	0.361
O	4.132	3.915	25.597	-0.113	0.374	0.452
O	-6.438	-0.266	25.736	-0.103	0.001	0.063
O	-8.237	1.419	26.619	0.015	-0.34	0.439
O	-3.779	2.778	-1.896	0.298	0.15	0.63
O	-5.64	-2.627	26.228	-0.426	-0.148	-0.252
O	-5.432	7.034	26.601	0.025	-0.334	-0.126
O	-8.105	-3.423	-7.158	-0.551	0.152	-0.067
O	-2.425	-4.847	24.369	0.147	0.274	0.461
O	-5.472	-2.867	21.643	0.291	-0.152	0.188

Results
total energy: -107791.222 eV
total energy less fixed offsets of O -438.25, Si -107.07 eV per atom: -2.522 eV
